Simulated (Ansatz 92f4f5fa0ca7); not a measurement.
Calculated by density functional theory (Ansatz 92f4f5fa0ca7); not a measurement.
Periodic cell of 215 atoms, Si133O82, from a study of silicon, its oxide and their interface. The atomic structure is a simulated model.
Doubt: the cutoff is far below the 930 eV that the study's wrapper takes by default for these files, so forces and energies are approximate.
This geometry differs little from another in the collection (a relaxation step or a small displacement).

Settings: functional PBE; potential files Ansatz PAW; basis plane waves; wave-function cutoff 580 eV; density cutoff ratio 5; exchange-correlation grid ratio 1; k mesh 1 x 1 x 1, Gamma-centred; self-consistency stop 5e-08 eV per atom in the density residual; occupations fixed; spin none; net charge 0.

Cell vectors (angstrom)
a 10.938 0 0
b 0 10.938 0
c 0 0 31.7862

Atoms and the computed forces on them: element, x, y, z (angstrom), force x, y, z (eV/angstrom)
Si 0.3727 -0.3659 24.0798 -0.4682 0.4163 -0.6884
Si 4.9589 0.6435 24.4123 0.5138 -0.5854 -0.3109
Si 3.2177 2.3797 24.3627 -0.4513 0.4094 -0.199
Si 7.6962 3.347 24.5113 0.4718 -0.5545 -0.1389
Si -0.4395 6.1213 24.229 0.596 -0.238 -0.4356
Si 5.836 4.7852 24.363 -0.4784 0.2853 -0.4686
Si 2.1662 8.9482 24.4671 0.7254 -0.4466 0.1134
Si 8.6294 7.6932 24.5807 -0.5049 0.3395 -0.0193
Si 1.3215 1.3842 25.4416 0.1737 0.0102 0.0674
Si 6.7929 1.4636 25.6669 0.0671 0.1649 -0.1013
Si 4.0928 4.0595 25.7438 -0.0301 -0.0329 0.0795
Si 9.5931 4.2786 25.5452 -0.0883 -0.0377 0.055
Si 1.2943 6.9836 25.5908 0.0739 0.1924 -0.1072
Si 6.7806 6.6858 25.6512 0.0868 -0.0404 0.1212
Si 4.0281 9.7833 25.7026 -0.1814 0.0153 0.0026
Si 9.6312 9.6152 25.5386 -0.0386 -0.1777 0.0935
Si 2.6328 0.1187 27.0528 0.057 0.0153 -0.0342
Si 8.2068 0.0133 26.9257 -0.0813 -0.0116 0.0432
Si -0.0161 2.78 26.8803 -0.0288 -0.0206 -0.0036
Si 5.4575 2.7465 27.0959 0.0822 0.0256 0.1963
Si 2.6875 5.534 26.9414 -0.0358 -0.0134 0.0814
Si 8.2094 5.4639 27.0624 -0.2344 -0.1372 0.0175
Si -0.0281 8.2665 27.0387 -0.027 0.0269 0.0001
Si 5.43 8.2259 26.9261 0.0361 0.0603 0.0246
Si 4.1018 1.3673 28.368 -0.3428 0.2128 0.6589
Si 9.5708 1.3673 28.368 0.0408 0.2071 -0.6957
Si 1.3673 4.1018 28.368 -0.0515 0.0709 -0.6282
Si 6.8362 4.1018 28.368 0.2773 -0.1271 0.6794
Si 4.1018 6.8362 28.368 -0.1435 0.2224 -0.4489
Si 9.5708 6.8362 28.368 -0.1282 0.3789 0.2983
Si 1.3673 9.5708 28.368 -0.0462 0.2491 0.3967
Si 6.8362 9.5708 28.368 0.0667 -0.0953 -0.6131
Si 0 0 29.7352 0.0933 -0.0713 0.016
Si 5.469 0 29.7352 -0.1209 -0.059 -0.0232
Si 2.7345 2.7345 29.7352 0.2028 -0.0103 0.0485
Si 8.2035 2.7345 29.7352 -0.0947 0.0361 0.0419
Si 0 5.469 29.7352 -0.0158 -0.0366 -0.031
Si 5.469 5.469 29.7352 0.1392 -0.0112 -0.0238
Si 2.7345 8.2035 29.7352 0.0689 0.046 -0.0058
Si 8.2035 8.2035 29.7352 0.0556 -0.0577 0.0266
Si 1.3673 1.3673 31.1025 -0.0486 0.0908 0.0017
Si 6.8362 1.3673 31.1025 0.0609 -0.0073 -0.0237
Si 4.1018 4.1018 31.1025 -0.1148 0.0481 0.011
Si 9.5708 4.1018 31.1025 -0.0137 -0.0255 -0.0253
Si 1.3673 6.8362 31.1025 0.0098 -0.0064 -0.0379
Si 6.8362 6.8362 31.1025 -0.0833 0.051 0.0123
Si 4.1018 9.5708 31.1025 0.026 -0.0449 -0.0206
Si 9.5708 9.5708 31.1025 -0.0919 0.0729 0.0092
Si 2.7345 0 0.6835 0.1057 -0.062 -0.0248
Si 8.2035 0 0.6835 -0.0248 -0.0271 0.0371
Si 0 2.7345 0.6835 0.0104 0.0423 0.0184
Si 5.469 2.7345 0.6835 0.0715 -0.0603 0.0042
Si 2.7345 5.469 0.6835 0.0083 0.0624 0.0387
Si 8.2035 5.469 0.6835 0.0599 -0.0975 -0.0193
Si 0 8.2035 0.6835 0.046 -0.0465 0.0008
Si 5.469 8.2035 0.6835 -0.0279 0.012 0.0304
Si 4.1018 1.3673 2.0507 -0.1736 0.0593 -0.0294
Si 9.5708 1.3673 2.0507 -0.0337 0.0125 -0.0045
Si 1.3673 4.1018 2.0507 0.0144 -0.0958 -0.0161
Si 6.8362 4.1018 2.0507 -0.0464 0.1469 -0.0255
Si 4.1018 6.8362 2.0507 0.0314 -0.0411 -0.0183
Si 9.5708 6.8362 2.0507 -0.0879 0.0176 -0.0007
Si 1.3673 9.5708 2.0507 -0.0013 0.0737 -0.0016
Si 6.8362 9.5708 2.0507 -0.0328 -0.0366 0.011
Si 0 0 3.418 -0.0501 -0.2145 -0.0819
Si 5.469 0 3.418 0.177 -0.2448 0.5521
Si 2.7345 2.7345 3.418 -0.1395 -0.3431 -0.8633
Si 8.2035 2.7345 3.418 0.1215 -0.2948 0.4715
Si 0 5.469 3.418 -0.1983 -0.1376 0.4679
Si 5.469 5.469 3.418 0.2051 0.1284 -0.9507
Si 2.7345 8.2035 3.418 0.1094 0.1383 0.4678
Si 8.2035 8.2035 3.418 0.134 -0.0526 -0.0084
Si 1.3984 1.3454 4.7429 0.0517 0.0609 0.0137
Si 6.9075 1.2851 4.8556 0.0296 0.0153 -0.0532
Si 4.1587 4.0425 4.6245 -0.0012 0.0202 -0.2619
Si 9.5758 4.0524 4.8627 0.055 0.0586 0.0597
Si 1.3677 6.8304 4.8109 0.0145 0.0363 0.0038
Si 6.8394 6.7928 4.7441 -0.0466 -0.0497 0.0234
Si 4.1377 9.546 4.8771 -0.0593 -0.0272 0.0542
Si 9.6051 9.5282 4.8124 0.0656 -0.0352 -0.2261
Si 2.7152 0.0175 6.2035 0.0716 0.0365 -0.0433
Si 8.3025 -0.1073 6.3003 0.1062 -0.0797 0.0873
Si 0.0784 2.6542 6.2054 0.0366 -0.0531 0.0968
Si 5.4363 2.7082 6.0136 -0.0729 -0.0712 0.0292
Si 2.8244 5.3713 5.9307 0.0685 -0.0253 -0.014
Si 8.0921 5.3841 6.1848 -0.0505 -0.0355 -0.0626
Si -0.0066 8.1497 6.2578 -0.1782 0.1079 0.0168
Si 5.533 8.092 6.2329 0.0779 0.0016 0.082
Si 3.64 1.9197 7.3252 0.3909 -0.4258 0.1944
Si 10.2153 0.7955 7.4854 -0.351 0.5566 0.0609
Si 1.9723 3.6375 7.259 -0.4659 0.5123 0.0634
Si 6.2175 4.4135 7.4068 0.3726 -0.5103 0.2544
Si 4.5875 6.1602 7.2762 -0.5693 0.5076 0.1045
Si 9.0604 7.1348 7.3946 0.3659 -0.5197 0.0708
Si 0.9775 9.9663 7.4643 0.5405 -0.3836 0.1348
Si 7.4126 8.9142 7.4721 -0.5693 0.3448 0.0574
O 6.215 3.665 8.9507 -0.094 0.2372 -0.191
O 6.9656 9.1996 9.0842 0.1996 -0.1853 -0.322
O 9.3573 6.2872 8.8287 -0.0827 0.2652 -0.2712
O 1.7174 9.4685 8.907 -0.2695 0.1299 -0.424
O 4.2404 1.7947 8.903 -0.1573 0.1752 -0.222
O 1.8004 4.4232 8.7447 0.1767 -0.195 -0.0887
O 9.9537 1.3722 9.0682 0.174 -0.2073 -0.3439
O 3.8295 6.3306 8.7682 0.1965 -0.2233 -0.0734
O 7.5751 8.2902 23.4255 0.1913 0.012 -0.1126
O 8.1717 3.0628 22.9529 -0.1103 0.1508 0.1686
O 5.2588 4.5629 22.748 0.3054 -0.035 0.3278
O 2.9388 3.2274 22.8965 0.0788 -0.3214 0.3423
O 10.846 11.0072 22.4515 0.3344 -0.3314 0.8597
O 0.2684 5.9073 22.6827 -0.4253 0.1013 0.5344
O 3.0952 8.6706 23.1335 -0.1992 0.1462 -0.0464
O 5.6009 0.1387 22.9251 -0.2652 0.0863 0.338
Si 9.1202 6.2843 10.4337 -0.0072 -0.142 0.3215
Si 1.5884 9.6589 10.5201 0.0759 -0.0527 0.3454
Si 3.0428 10.7723 16.992 0.0325 -0.0354 0.0656
Si -0.7759 7.697 16.381 -0.0294 -0.0033 0.2074
Si -1.2512 10.4291 15.2211 -0.0374 -0.0192 -0.0015
Si 4.2127 3.6007 21.9043 0.0492 0.2178 -0.2029
Si 8.1678 11.0592 12.5548 -0.1155 0.1134 0.2338
Si 11.9549 1.5957 18.5562 0.0873 0.0168 -0.0438
Si 4.9876 2.949 9.8137 0.1418 -0.2109 0.2507
Si 2.9552 5.2187 9.6106 -0.2028 0.2221 0.1867
Si 4.0144 0.9571 14.4518 0.006 -0.0327 0.0541
Si 10.0825 13.3087 16.2972 0.1054 -0.0266 0.0193
Si 8.0214 5.5662 20.2721 0.1238 0.205 -0.3502
Si 12.8368 2.8336 14.8537 0.0214 -0.0011 -0.0723
Si 3.6969 7.8477 21.8946 -0.1495 0.0527 -0.2629
Si 1.4202 9.1442 15.0274 0.1125 0.0082 0.0705
Si 6.7401 7.7496 18.4499 0.0457 0.0419 0.0343
Si 8.4982 -1.6617 20.0823 0.1404 -0.1487 -0.2336
Si 7.5326 5.0954 12.5574 -0.0948 0.0068 0.0846
Si 5.0354 -4.1379 13.2341 0.0333 -0.0139 0.1343
Si -0.507 7.1401 19.5207 -0.1486 0.0166 -0.1173
Si 1.0039 6.7637 11.555 -0.0598 -0.0149 0.1427
Si 2.4819 15.0735 19.5608 -0.2245 -0.0301 -0.2311
Si 3.1217 4.8956 16.657 0.0542 0.0827 0.0128
Si 2.3813 5.5075 13.863 0.0956 0.0297 -0.0324
Si 10.0845 0.3567 10.3406 -0.0732 0.1107 0.4856
Si 6.9017 7.7383 22.0667 0.1318 0.122 -0.2758
Si 8.2184 13.6176 21.3892 -0.1108 -0.0715 -0.2587
Si 12.2569 5.9967 21.4368 -0.0569 0.0293 -0.3668
Si -2.3478 5.0504 15.3532 -0.0728 0.0685 -0.0349
Si 14.4861 9.415 12.7402 0.0427 -0.0609 0.1528
Si 4.4604 9.5799 19.5819 0.1025 -0.0635 -0.1232
Si 8.0123 9.1509 10.3368 -0.1686 0.1126 0.4501
Si 5.7284 11.8014 21.4648 0.1068 -0.1338 -0.3452
Si -0.5865 0.6445 20.9909 -0.1659 0.0491 -0.4689
Si 6.0108 2.3223 12.7031 0.1145 0.0388 0.1717
Si 5.8537 6.2066 16.0513 -0.0127 0.0727 -0.0064
O 0.8825 -2.5916 11.1975 0.0173 0.1012 -0.0559
O 13.3946 12.3532 14.2833 -0.0387 0.0659 -0.0214
O 5.4769 2.1695 11.1691 -0.0239 0.0712 -0.2784
O 5.2886 7.5286 22.1093 -0.0806 -0.034 0.1769
O 3.4482 8.814 20.6005 0.011 -0.0867 0.1689
O -3.2567 6.341 21.6805 -0.0298 -0.0256 0.2777
O 0.5906 0.6825 19.8488 0.0041 -0.0235 0.1478
O 3.9443 4.1152 10.2931 0.0322 -0.0072 -0.1604
O -8.7199 6.0922 10.7405 0.1565 -0.1204 -0.1454
O 3.6911 10.3094 18.3807 -0.0351 0.0049 0.0337
O 4.1716 11.5245 16.05 0.0055 0.0293 -0.0325
O 7.9358 8.8766 18.59 -0.0457 0.0068 0.0889
O 2.151 2.6192 19.106 0.0257 0.0336 0.0678
O 13.961 9.8866 11.2666 -0.0389 0.0184 -0.1214
O 2.4478 5.8378 15.4833 -0.0043 -0.0545 0.0104
O 13.7723 3.3617 16.1187 0.0176 0.0131 -0.002
O 7.8105 3.9653 20.4444 -0.0092 -0.1601 0.1855
O 9.4149 -1.0717 9.868 0.0739 -0.0305 -0.1702
O 9.5584 5.7626 19.7234 -0.0368 -0.0166 0.0873
O 9.6985 8.2563 20.4447 0.0034 0.0824 0.0689
O -1.5638 6.3274 15.9974 0.058 0.0099 -0.0379
O 4.5743 8.1756 12.509 -0.0259 0.0654 -0.0855
O 4.689 5.3337 16.7882 -0.0437 -0.0473 0.0003
O 9.7374 2.1607 21.0934 0.079 0.021 0.142
O 0.3396 10.3573 14.8417 -0.0177 0.0074 -0.0414
O -1.852 3.6427 16.0327 0.0066 -0.0287 0.0072
O 0.6872 10.9997 10.7855 -0.1149 0.0367 -0.1414
O 7.2275 -1.9769 21.0393 -0.1517 -0.0527 0.1417
O 8.3687 7.6631 10.8533 -0.0244 0.1084 -0.1365
O 4.3404 -0.3229 13.501 -0.0306 -0.0241 -0.0618
O -3.8485 12.1209 13.0811 0.0374 -0.054 -0.0344
O 0.365 13.5447 15.2645 -0.0551 0.0303 -0.0369
O 3.8603 4.2535 20.4309 0.1358 -0.0175 0.2772
O 6.5558 7.3892 16.9031 -0.0185 0.0112 -0.0563
O 2.8379 6.4532 21.8535 0.0401 -0.075 0.183
O 7.0452 6.3127 19.1882 -0.0157 -0.1085 0.0998
O 4.7732 2.153 21.4525 -0.083 0.1199 0.2029
O 7.4078 9.9615 11.614 0.0393 -0.0726 -0.1365
O 6.7063 3.7545 12.8498 -0.0432 -0.0213 -0.0565
O 0.5808 7.822 15.4851 0.0018 0.0378 -0.0656
O 1.7283 11.6639 17.3722 -0.0541 0.0353 0.0327
O -0.4009 6.0821 11.1753 -0.0126 -0.0411 -0.0726
O -4.5035 6.3094 12.585 0.0892 -0.0274 -0.0667
O 1.2844 6.4563 13.1317 -0.0427 0.0329 -0.0797
O -7.0909 5.6842 13.1528 -0.0262 -0.0599 -0.0249
O 8.1951 5.0879 11.0624 0.0118 0.0158 -0.1227
O 12.8842 3.949 13.6656 -0.0065 -0.002 0.0347
O 6.9933 16.0632 15.66 0.037 -0.0822 0.0453
O 2.2791 8.9489 13.6616 -0.0557 0.0064 -0.0377
O 11.8742 7.0468 20.2375 0.0594 -0.0447 0.2033
O 10.5666 7.5741 17.9656 0.0236 -0.0107 -0.069
O 2.5064 -1.4703 16.1938 -0.0633 -0.0485 -0.0316
O 7.2065 1.4369 21.1079 -0.0138 -0.0116 0.1193
O 5.3048 10.7582 20.3013 0.0583 0.1776 0.1978
O 13.4615 15.9799 18.1807 0.0033 -0.0119 0.0673
O 5.3611 8.3798 18.9799 -0.106 0.0054 0.0598
O -1.617 9.0922 16.1135 0.0517 0.0426 -0.0095
O 12.2642 4.5739 20.6328 0.0194 -0.0008 0.1262
O -1.5627 11.8577 15.9727 -0.0019 -0.0039 0.0337
O 4.908 13.1413 13.9053 0.017 -0.0081 -0.0437
O 8.7046 5.1749 13.7139 0.0429 -0.0136 -0.0216
O 9.284 0.9167 11.6478 0.0852 -0.041 -0.1347
O 10.6648 13.2773 17.8431 -0.0737 -0.013 -0.0245
O 5.2663 7.0734 14.8144 -0.0144 0.002 0.0099
O 8.8188 -0.6057 13.8493 -0.009 0.0134 -0.1329
O -1.8056 10.7294 20.286 0.12 0.134 0.141

Results
free energy: -131182.297 eV
free energy less fixed offsets of O -568.88, Si -635.61 eV per atom: 1.993 eV

The program warned: the cutoff lies below the one the program advises for these potential files; the forces do not sum to zero within the program's tolerance; the exchange-correlation potential is rough where the density is thin.
